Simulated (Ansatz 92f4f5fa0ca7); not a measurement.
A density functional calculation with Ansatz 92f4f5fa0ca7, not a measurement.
Periodic cell of 294 atoms, Si196O98, from a study of silicon, its oxide and their interface. The atomic structure is a simulated model.
Doubt: the cutoff is far below the 930 eV that the study's wrapper takes by default for these files, so forces and energies are approximate.
This geometry differs little from another in the collection (a relaxation step or a small displacement).

Settings
functional: PBE
potential files: Ansatz PAW
basis: plane waves
wave-function cutoff: 580 eV
density cutoff ratio: 5
exchange-correlation grid ratio: 1
k mesh: 1 x 1 x 1, Gamma-centred
self-consistency stop: 5e-08 eV per atom in the density residual
occupations: fixed
spin: none
net charge: 0

Cell vectors (angstrom)
a	11.6015	0	0
b	0	10.938	0
c	0	0	40.9625

Atoms and the computed forces on them: element, x, y, z (angstrom), force x, y, z (eV/angstrom)
Si	0	0	0.9665	0.0036	0.1283	0.0168
Si	3.8672	0	0.9665	-0.0025	0.0802	-0.0117
Si	7.7343	0	0.9665	-0.0002	-0.0114	0.0006
Si	1.9336	1.3673	0.9665	0.0047	-0.0816	0.0017
Si	5.8008	1.3673	0.9665	0.0259	-0.0624	-0.0194
Si	9.6679	1.3673	0.9665	-0.0269	-0.0247	0.003
Si	0	5.469	0.9665	-0.0215	0.0531	0.0063
Si	3.8672	5.469	0.9665	0.0211	0.0072	0.0128
Si	7.7343	5.469	0.9665	0.0016	0.0061	-0.0009
Si	1.9336	6.8362	0.9665	0.0041	-0.0338	0.003
Si	5.8008	6.8362	0.9665	0.002	-0.0165	-0.0222
Si	9.6679	6.8362	0.9665	-0.0043	0.0179	0.0192
Si	1.9336	2.7345	39.9954	0.0447	0.1084	-0.0279
Si	5.8008	2.7345	39.9954	-0.0312	0.1069	-0.0649
Si	9.6679	2.7345	39.9954	-0.0182	0.0246	-0.0088
Si	0	4.1018	39.9954	0.0093	-0.0605	-0.0064
Si	3.8672	4.1018	39.9954	-0.0176	0.0688	0.0935
Si	7.7343	4.1018	39.9954	0.0273	0.0485	0.0779
Si	1.9336	8.2035	39.9954	0.0253	0.0206	0.0232
Si	5.8008	8.2035	39.9954	0.0188	0.0337	-0.0057
Si	9.6679	8.2035	39.9954	-0.0308	-0.1035	0.0986
Si	0	9.5708	39.9954	-0.0137	-0.1761	-0.0768
Si	3.8672	9.5708	39.9954	-0.0185	-0.1297	-0.0579
Si	7.7343	9.5708	39.9954	0.0052	0.0072	-0.0188
Si	0	0	4.8337	0.0314	0.2257	0.1988
Si	3.8672	0	4.8337	-0.0515	0.2077	-0.0757
Si	7.7343	0	4.8337	0.0365	-0.0879	-0.0287
Si	1.9336	1.3673	4.8337	-0.0473	-0.1827	-0.0242
Si	5.8008	1.3673	4.8337	0.0213	-0.0781	0.2101
Si	9.6679	1.3673	4.8337	0.1273	-0.0962	-0.061
Si	0	5.469	4.8337	-0.0812	0.0821	-0.1896
Si	3.8672	5.469	4.8337	0.026	-0.133	0.2419
Si	7.7343	5.469	4.8337	0.0584	0.0086	0.0721
Si	1.9336	6.8362	4.8337	-0.0955	0.11	-0.0093
Si	5.8008	6.8362	4.8337	-0.2461	0.0188	-0.1781
Si	9.6679	6.8362	4.8337	0.2488	-0.036	-0.2263
Si	1.9336	2.7345	2.9001	-0.0101	0.1189	0.0464
Si	5.8008	2.7345	2.9001	0.0164	0.0895	0.0505
Si	9.6679	2.7345	2.9001	0.0031	0.0474	0.0344
Si	0	4.1018	2.9001	0.0356	-0.0554	-0.0136
Si	3.8672	4.1018	2.9001	-0.0541	-0.0259	-0.002
Si	7.7343	4.1018	2.9001	0.0042	0.0404	-0.0738
Si	1.9336	8.2035	2.9001	-0.0015	-0.0104	-0.0567
Si	5.8008	8.2035	2.9001	0.0106	-0.0386	-0.0576
Si	9.6679	8.2035	2.9001	-0.017	-0.0331	-0.0243
Si	0	9.5708	2.9001	-0.0087	-0.1933	0.0793
Si	3.8672	9.5708	2.9001	0.0089	-0.0876	0.0248
Si	7.7343	9.5708	2.9001	0.0342	0.0373	-0.0353
Si	5.7835	2.8807	32.3471	-0.0468	0.0308	-0.0004
Si	7.7375	-1.1638	32.2906	-0.0592	-0.1993	-0.0131
Si	4.6194	-4.7536	26.541	-0.0113	0.0082	-0.0034
Si	-1.1344	5.7958	19.0035	0.0014	0.0031	0.0507
Si	2.2155	5.0093	31.429	0.0228	-0.0161	0.0645
Si	5.7596	-2.5893	32.2158	0.1153	0.0636	-0.0342
Si	-3.1337	6.1881	31.0337	0.0558	-0.0416	-0.092
Si	-1.8513	1.3557	20.8337	0.0011	-0.0189	0.0051
Si	6.2765	6.935	30.3988	-0.0563	0.008	0.0479
Si	-2.4114	10.7161	28.6993	0.0122	-0.0185	-0.0612
Si	9.3148	11.2716	31.0283	0.0183	0.0409	0.0166
Si	4.1227	4.8061	29.2392	0.0264	-0.0077	-0.0037
Si	2.1978	7.441	32.038	-0.0395	0.0261	-0.0559
Si	10.9788	3.9286	28.6436	0.0173	-0.0528	-0.0207
Si	11.4961	4.4411	32.0615	-0.0064	-0.0607	-0.047
Si	5.6435	2.2683	30.105	0.0065	-0.0033	-0.0563
Si	3.6985	9.4153	31.9231	-0.0062	-0.002	0.0223
Si	6.0893	2.427	25.8499	-0.0061	-0.0079	0.0103
Si	-2.3309	8.0047	32.4637	-0.1692	0.0776	0.1699
Si	9.6736	13.5345	32.1845	0.0393	-0.0249	-0.033
Si	10.9047	9.6915	31.9878	0.0986	-0.0447	-0.0789
Si	2.9026	9.0065	24.4355	-0.0364	-0.0032	-0.008
Si	0.6311	4.7965	25.7899	0.0101	0.0296	-0.0005
Si	13.003	12.3655	28.5468	-0.0204	-0.0177	0.021
Si	0.1286	0.0573	33.9549	-0.0052	0.0045	0.0163
Si	3.884	-0.0811	33.9904	-0.0039	-0.0002	-0.0098
Si	7.8411	0.041	34.2702	0.0419	0.0219	0.0152
Si	2.1845	1.5816	34.0119	-0.002	0.0017	-0.0186
Si	5.8664	1.306	34.1127	-0.0181	-0.0222	0.0188
Si	9.7888	1.4108	34.2105	-0.0207	0.0067	0.0564
Si	-0.1082	5.474	34.1959	0.0087	0.0267	0.0366
Si	3.7758	5.3932	34.3181	-0.0143	-0.0364	-0.0091
Si	7.6776	5.4438	34.3347	-0.0011	0.0053	-0.0096
Si	1.8543	6.7908	34.2652	0.0084	-0.0263	0.0139
Si	5.7334	6.8275	34.1325	-0.0095	-0.0005	0.0165
Si	9.5684	6.8193	34.4169	-0.0132	0.0527	-0.0422
Si	1.9378	2.72	36.1095	0.0086	-0.0267	-0.0023
Si	5.7621	2.6604	36.0992	0.0092	-0.0158	0.0109
Si	9.6815	2.7475	36.1552	-0.0106	-0.018	-0.0303
Si	0.0017	4.0954	36.1199	0.0127	0.0028	0.0168
Si	3.8719	4.0609	36.2197	-0.0173	0.0123	-0.0156
Si	7.6824	4.0332	36.1841	0.0071	0.0024	0.009
Si	1.9292	8.238	36.1275	0.0116	-0.0011	-0.0076
Si	5.7783	8.1808	36.0911	0.0164	-0.017	0.0162
Si	9.7083	8.2943	36.1997	0.0167	-0.0023	0.012
Si	0.0652	9.6746	36.0277	-0.0499	0.0032	-0.0105
Si	3.8703	9.5847	36.0532	0.0111	0.0261	0.0028
Si	7.7278	9.5624	36.1486	-0.0002	0.005	0.0119
Si	0	0	38.0618	0.0966	0.1862	-0.2833
Si	3.8672	0	38.0618	0.0264	0.0011	-0.3343
Si	7.7343	0	38.0618	-0.112	0.0276	0.1247
Si	1.9336	1.3673	38.0618	-0.08	-0.0893	-0.0428
Si	5.8008	1.3673	38.0618	-0.0298	-0.2467	0.0565
Si	9.6679	1.3673	38.0618	0.0229	-0.1124	0.0704
Si	0	5.469	38.0618	0.0622	0.0534	-0.1105
Si	3.8672	5.469	38.0618	0.0575	0.0596	0.472
Si	7.7343	5.469	38.0618	-0.0958	-0.0552	0.0675
Si	1.9336	6.8362	38.0618	-0.0158	0.0766	-0.1031
Si	5.8008	6.8362	38.0618	-0.0411	0.0207	-0.1186
Si	9.6679	6.8362	38.0618	0.1552	0.1512	0.1435
Si	1.9002	2.7094	6.7809	0.0015	-0.0354	0.0053
Si	5.8299	2.7243	6.801	-0.012	-0.022	0.0031
Si	9.7124	2.7034	6.7749	-0.0018	-0.0002	0.0088
Si	0.0263	4.1127	6.7481	0.0062	0.0239	0.0256
Si	3.8538	4.0363	6.7753	0.0057	0.016	-0.0096
Si	7.7832	4.0535	6.7313	0.0069	-0.0006	-0.0035
Si	1.9166	8.2748	6.7283	-0.0084	-0.0088	-0.0052
Si	5.7332	8.2438	6.7179	-0.0065	-0.0076	-0.0254
Si	9.7689	8.2106	6.732	-0.0207	0.0054	-0.0042
Si	0.0112	9.6765	6.8617	0.0058	0.0075	-0.0032
Si	3.8035	9.6629	6.8019	0.0158	0.0118	0.0064
Si	7.7515	9.4526	6.6904	0.0177	0.017	-0.0307
Si	-0.0563	0.0461	8.9531	0.009	0.0216	-0.0144
Si	3.719	0.1712	8.7364	-0.0254	0.0109	-0.0161
Si	7.683	-0.1991	8.6035	-0.0047	0.0027	0.048
Si	1.7256	1.6238	8.9053	0.0115	0.001	-0.016
Si	5.7785	1.2357	8.6604	0.0187	0.0181	0.0016
Si	9.508	1.3061	8.6974	-0.0231	0.0102	0.0029
Si	0.2146	5.4088	8.7307	-0.0208	-0.006	-0.0222
Si	3.8788	5.4268	8.6714	0.0106	0.0104	-0.0174
Si	7.8301	5.5832	8.4953	0.0337	-0.0115	0.0197
Si	2.0618	6.9129	8.616	-0.0078	-0.0129	-0.0363
Si	5.8121	6.7097	8.4721	-0.0431	0.0426	0.0447
Si	9.8118	6.8385	8.6322	0.0149	-0.033	-0.0223
Si	-1.2044	-2.6023	17.3081	0.0001	0.0103	-0.0159
Si	3.2854	4.6131	10.8474	-0.0362	-0.0545	0.014
Si	8.0303	4.7857	10.6518	0.0225	0.0613	-0.0236
Si	1.7358	6.8268	14.0987	-0.0407	0.0579	0.0542
Si	4.1409	-1.2666	10.516	-0.0438	-0.0182	-0.0049
Si	8.4708	2.4578	10.4807	0.0362	-0.0631	0.0043
Si	-1.8131	8.0663	10.6398	0.0474	-0.0033	0.0082
Si	9.735	5.9704	11.7632	-0.0329	0.009	-0.0073
Si	5.8327	8.0822	10.2996	0.0082	-0.0359	-0.0365
Si	5.2836	7.263	12.4614	0.0003	0.0047	0.0097
Si	7.7321	9.3814	10.5692	-0.0388	0.0544	-0.0024
Si	10.0295	11.2002	14.3107	-0.013	-0.0053	-0.0052
Si	1.1472	3.7284	10.2932	0.0422	0.0053	0.0028
Si	3.0094	0.8076	23.2377	-0.0123	-0.0222	-0.015
Si	9.701	2.4838	12.3996	0.0366	0.0029	-0.092
Si	6.1271	1.4257	23.0499	-0.0069	-0.0107	0.0047
Si	6.453	5.1995	12.3862	-0.0761	-0.0655	-0.0163
Si	4.9839	3.4181	11.9896	0.0362	0.0633	-0.0154
Si	0.4135	9.4732	13.171	0.0405	-0.0327	0.112
Si	8.8444	0.0319	23.3321	0.0143	-0.0263	-0.0033
Si	3.0504	6.5913	12.1518	0.0152	-0.017	-0.0049
Si	2.3782	2.6309	20.7363	0.0155	-0.0091	-0.0062
Si	2.9565	10.9306	14.6238	-0.0029	0.026	0.0438
Si	13.8424	8.2094	10.5982	0.0114	0.0214	0.0111
O	28.3521	5.7414	30.1196	-0.0056	-0.0146	-0.0145
O	17.8373	17.2305	26.4282	0.0064	-0.0029	-0.0004
O	17.961	2.1723	21.6344	0.0011	-0.0021	0.0058
O	-10.4075	-30.3693	19.6399	-0.0199	0.008	-0.0012
O	13.8941	4.1348	21.364	0.0032	0.0063	-0.0048
O	-21.2209	14.8322	25.5501	-0.001	0.0031	-0.0072
O	15.7241	20.718	14.5723	-0.0176	-0.0162	0.0105
O	27.1592	-5.0782	22.3872	0.0025	0.0048	0.0046
O	15.3331	-1.0649	28.4454	0.0034	0.0097	0.0325
O	26.858	1.3229	13.9807	0.0089	0.0102	-0.0168
O	0.9588	-2.3674	29.1963	0.0068	-0.0076	-0.0065
O	17.8529	-19.2883	24.217	0.0005	0.0071	0.003
O	-19.7931	4.6856	17.5346	-0.0061	0.0019	0.0094
O	10.3717	2.8277	20.4946	-0.0007	0.0044	-0.0102
O	17.4278	-9.9201	19.2376	0.0154	0.0023	0.0182
O	2.4887	18.5483	15.3363	-0.0047	-0.015	-0.0135
O	-9.1383	0.437	16.1346	0.0057	-0.0185	-0.0124
O	-10.5133	17.289	25.5889	0.0068	-0.0467	0.0025
O	20.713	24.6304	25.5247	-0.002	0.0009	-0.0132
O	22.1135	-20.706	13.0145	0	0.0045	0.0235
O	2.5085	32.061	23.3467	-0.0003	0.0087	-0.0093
O	4.4822	13.4883	26.1255	0.0017	0.0097	-0.0091
O	-2.672	8.6724	16.6325	-0.0123	-0.0134	0.0213
O	-18.454	2.4461	17.3782	-0.0166	0.0123	-0.0087
Si	29.4021	-4.5368	17.3904	-0.035	-0.0264	0.0028
Si	16.308	6.5533	23.6419	-0.0021	0.0205	-0.0049
Si	10.6857	16.7006	30.2903	-0.031	0.0582	-0.0034
Si	7.0027	-2.1858	27.962	0.0086	0.0282	0.0003
Si	-2.2691	4.3031	25.0192	-0.003	-0.005	0.0034
Si	8.6644	1.2433	26.0153	0.0095	-0.0015	0.0061
Si	0.2171	9.4604	28.0369	0.0303	-0.0134	-0.0164
Si	16.2041	3.9307	16.7169	0.0235	-0.0284	0.0198
Si	5.5428	-1.7091	13.9342	0.0084	-0.0108	0.1163
Si	14.3548	-5.2349	21.3103	-0.0281	0.0118	0.0183
Si	6.8619	1.9703	20.0971	-0.0128	-0.0072	-0.0148
Si	16.3671	2.5288	14.1173	-0.0222	-0.0054	0.0797
Si	3.7126	10.783	29.8292	-0.0135	0.0467	-0.0633
Si	11.6536	10.1035	19.4731	0.0156	-0.0149	-0.0009
Si	11.7766	9.3899	10.8202	-0.0108	-0.0172	0.0025
Si	13.4341	19.0056	16.7662	0.0144	0.0158	0.0053
Si	8.7585	5.9174	13.8854	-0.0088	0.0673	0.0979
Si	14.9733	17.0947	18.2444	0.0148	0.0017	-0.004
Si	10.339	2.2573	16.3444	-0.008	-0.0187	0.019
Si	11.3618	3.0578	19.2042	0.0129	0.0041	0.0034
Si	-3.9991	-24.8582	15.9149	0.0236	0.0375	-0.0061
Si	-3.7202	12.8975	14.7464	-0.0429	-0.0266	0.0287
Si	-15.6298	15.9317	19.7705	0.0156	-0.0042	0.0024
Si	11.3501	4.553	14.5169	-0.0035	-0.0326	-0.0644
Si	-8.117	3.5545	32.8081	0.0229	0.0527	0.0069
Si	6.2615	23.646	10.8987	-0.0837	-0.314	0.0972
Si	7.7908	5.8875	22.8713	0.0132	0.0245	-0.0017
Si	0.8623	7.9392	25.2457	-0.0178	0.0255	-0.0129
Si	23.3741	7.614	21.2491	-0.0108	0.0079	0.0337
Si	-7.2526	1.4692	18.6358	0.0087	-0.0007	-0.0312
Si	11.2818	-6.7362	12.1691	0.0026	-0.0258	0.1226
Si	7.7256	28.0417	27.0454	0.0159	-0.014	0.0016
Si	15.8672	9.1693	27.0679	-0.0239	0.0143	-0.0175
Si	-8.9899	21.7549	17.6896	0.0306	0.0489	0.0044
Si	-1.4002	8.1035	22.9802	0.0405	-0.0116	0.006
Si	14.441	2.5247	25.8818	-0.0037	-0.0125	0.0096
Si	-3.7578	-6.7213	32.343	-0.018	-0.0057	0.0251
Si	11.9587	18.9138	30.6389	0.0369	0.0385	0.0172
Si	17.6373	10.5187	11.9291	0.0755	0.3182	-0.1746
Si	19.3771	3.6333	28.2593	0.0111	0.0017	0.0113
O	-9.0489	1.5721	24.5981	0.0031	0.016	0.0085
O	-16.1903	-9.8518	26.1456	-0.0011	0.0015	-0.0068
O	-2.1928	14.3505	28.3568	-0.0132	0.0171	0.0009
O	18.4191	17.0839	18.8946	0.003	0.0041	-0.0077
O	13.5486	6.8443	17.8385	-0.0058	0.0062	-0.0063
O	2.3043	1.5283	21.946	0.0016	-0.0011	0.0092
O	33.105	27.1477	14.8699	-0.0309	-0.0155	-0.0183
O	12.2138	-24.9397	13.5089	-0.0244	-0.0045	-0.0488
O	37.0632	1.9669	27.2851	0.0026	0.0013	-0.0057
O	8.9548	7.0316	22.9837	-0.047	-0.0443	-0.0089
O	18.7022	2.6277	29.3625	-0.0042	-0.003	0.0136
O	4.2271	27.6461	25.0106	0.0073	-0.0113	0.009
O	24.7022	6.713	21.6748	0.0303	-0.0252	0.0032
O	14.4144	-34.541	17.4217	-0.019	-0.028	-0.002
O	10.2204	-1.4696	28.3689	-0.0277	0.0203	0.0209
O	34.0304	0.2388	20.3576	-0.0067	0.0139	-0.001
O	15.0028	-4.8943	19.8598	-0.0035	-0.0003	0.0008
O	16.2346	33.6002	23.0927	0.009	0.0073	-0.0013
O	27.3406	16.0321	27.6373	0.001	-0.0026	0.0039
O	13.2545	-0.5306	13.7665	-0.0206	-0.004	-0.037
O	-7.8697	2.3665	19.8703	-0.0122	0.0118	0.0168
O	-5.6549	-6.0474	16.7291	0.0061	0.0045	0.0047
O	0.6278	11.0309	28.0401	0.0054	0.0145	0.0021
O	-26.4128	22.2749	14.4685	0.0009	0.0069	-0.0012
O	33.9149	2.2761	17.9224	-0.0012	-0.0019	0.0081
O	18.1233	19.9775	15.2742	-0.037	-0.0048	-0.0315
O	22.6771	8.0786	24.3681	0.0215	-0.0018	-0.0063
O	-0.9111	-10.1568	15.7173	-0.0016	-0.0021	0.0042
O	32.5109	22.742	27.4632	-0.0002	-0.0022	0.0257
O	47.41	38.3668	14.843	0.0539	0.0257	0.0089
O	8.4111	4.6009	23.6994	0.0007	-0.0073	-0.0028
O	-17.0421	7.9224	29.0835	0.0069	0.0001	-0.0003
O	19.8831	-3.6289	14.5809	0.0266	-0.0464	-0.0528
O	30.9077	-0.8985	28.6281	-0.0026	-0.0018	0.0052
O	-3.9901	-5.6681	28.4388	0.0016	0.0014	0.0093
O	18.8159	-10.7383	23.1991	-0.0091	0.0109	-0.0061
O	20.4534	5.4496	26.1129	-0.0144	0.0084	0.0059
O	11.9109	24.4527	29.0423	-0.003	0.0179	0.0042
O	7.3314	-5.8599	13.8066	0.0022	-0.0241	0.0186
O	-3.2942	-9.7375	20.0723	0.0025	0.0018	0.0036
O	19.1317	-5.5264	21.3389	0.0045	-0.0003	-0.0019
O	-3.0928	2.8186	13.5047	0.0142	0.0083	-0.0062
O	-34.0914	-1.9765	20.4577	-0.0165	0.0114	-0.0202
O	31.3379	7.7231	27.3431	-0.0102	0.005	0.0015
O	-11.3484	-13.3866	16.5216	0.0036	-0.0079	0.0049
O	29.5441	17.3906	23.4373	-0.0066	-0.0127	-0.0062
O	29.4521	23.8985	14.747	0.044	0.0107	-0.0178
O	-1.2763	17.6921	17.7081	0.0002	-0.0023	0.0168
O	51.5282	-10.2116	29.8373	0.0035	-0.0036	0.0136
O	-20.6173	4.9668	29.7875	-0.0104	0.01	-0.012
O	15.5041	40.3853	27.0251	0.0122	-0.0058	-0.0063
O	10.5916	-1.21	13.9819	0.0077	0.002	-0.024
O	-12.2483	15.4196	24.7811	0.0015	-0.0054	-0.0026
O	-13.7797	20.4822	22.815	-0.0207	0.0509	-0.0076
O	-7.4678	-13.7845	23.799	0.011	-0.0199	-0.0054
O	25.6323	0.9139	29.7428	0.0063	-0.0103	0.0086
O	6.95	3.5021	19.51	0.0077	0.0107	0.0105
O	-2.5063	4.9717	19.2191	0.0154	0.0199	0.0092
O	17.4905	20.2436	26.9014	0.0064	-0.0161	0.0088
O	23.7761	8.7872	26.6137	-0.0026	0.0082	0.0085
O	45.6171	-4.2265	20.29	-0.0055	-0.0445	-0.069
O	21.1462	23.0954	22.4457	-0.0039	0.002	-0.0031
O	4.1971	-29.1416	15.1547	-0.0072	-0.007	-0.0458
O	16.1405	14.1823	29.3919	0.0026	-0.0008	0.0043
O	11.597	4.6298	18.8331	-0.0438	0.0138	0.0147
O	15.118	9.8093	25.7624	0.02	-0.0039	0.0235
O	-2.8973	-19.3918	16.0945	-0.0005	0.0057	-0.0062
O	23.2635	15.4862	27.2961	-0.0221	-0.0056	0.0351
O	27.8808	17.942	17.6867	0.004	0.0077	0.0073
O	9.2395	22.0742	24.9067	-0.0002	0.0136	0.0104
O	12.8343	21.7874	18.6067	-0.0261	-0.0107	0.0029
O	22.9436	3.2968	15.5694	0.0241	0.0329	-0.0318
O	18.4714	3.4792	26.8625	-0.0021	0.0055	-0.0106
O	-1.0821	-1.5626	18.5508	-0.0085	-0.0046	-0.0074

Results
free energy: -180322.695 eV
free energy less fixed offsets of O -568.88, Si -635.61 eV per atom: 7.105 eV

The program warned: the cutoff lies below the one the program advises for these potential files; the exchange-correlation potential is rough where the density is thin.
